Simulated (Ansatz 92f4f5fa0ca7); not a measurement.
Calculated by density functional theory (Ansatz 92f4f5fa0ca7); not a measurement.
Periodic cell of 192 atoms, Si128O64, from a study of silicon, its oxide and their interface. The atomic structure is a simulated model.
This geometry differs little from another in the collection (a relaxation step or a small displacement).

Settings: functional r2SCAN; potential files Ansatz PAW; basis plane waves; wave-function cutoff 800 eV; density cutoff ratio 5; exchange-correlation grid ratio 1; k mesh 1 x 1 x 1, shifted by 0.5 0.5 0 of a step; self-consistency stop 1e-10 eV per atom in the density residual; occupations fixed; spin none; net charge 0.

Cell vectors (angstrom)
a  10.888  0  0
b  0  10.888  0
c  0  0  28.6107

Atoms and the computed forces on them: element, x, y, z (angstrom), force x, y, z (eV/angstrom)
Si  0.1491  -0.2116  0.5082  0.0089  -0.0066  0.0327
Si  2.4142  2.8069  0.1127  -0.0023  0.0077  0.0431
Si  0.1467  5.034  -0.1641  0.0078  -0.0006  0.0636
Si  2.2356  8.4674  0.1755  -0.0055  0.0095  0.0385
Si  5.5987  -0.1045  -0.0027  0.0037  -0.0068  0.0437
Si  7.8113  3.118  -0.0241  -0.0064  0.0037  0.0419
Si  5.6598  5.4231  -0.0437  0.0086  -0.0104  0.0434
Si  7.9952  8.6775  0.0591  -0.0104  -0.0059  0.0494
Si  1.3774  1.384  1.6259  0.0007  0.0007  -0.0014
Si  4.053  4.1416  1.2149  0.0002  0.0003  -0.0032
Si  1.1415  6.754  1.2998  0.0006  0.0012  -0.0022
Si  3.9973  9.5914  1.302  -0.0004  -0.0005  -0.0031
Si  6.7554  1.4543  1.3147  -0.0003  -0.0004  -0.0037
Si  9.4541  4.1121  1.3275  -0.0005  -0.0002  -0.0037
Si  6.8829  6.9147  1.2733  0.0002  -0.0009  -0.0013
Si  9.4584  9.5092  1.689  -0.0001  -0.0006  -0.0017
Si  -0.1025  2.7614  2.7823  0.0014  0.0001  0.0006
Si  2.7712  0.0006  2.8445  -0.0003  0.0002  0.0001
Si  -0.0976  8.0288  2.8592  -0.0015  -0.0005  0.0009
Si  2.6653  5.4801  2.6191  -0.0005  -0.0013  0
Si  5.3684  2.7765  2.6725  0.0015  0.0004  0.0002
Si  8.0985  0.1346  2.8014  0  -0.0007  0.001
Si  5.4108  8.2118  2.6353  0.001  0.001  -0.0005
Si  8.1734  5.5283  2.7064  -0.0004  0  0.0001
Si  1.3341  4.1261  4.0535  -0.0003  -0.0002  0
Si  4.1051  1.4046  4.135  0  -0.0007  0
Si  1.3401  9.4775  4.0908  0.0011  -0.0006  -0.0002
Si  4.0539  6.8247  4.0035  0.0001  -0.0002  -0.0001
Si  6.7785  4.1203  4.0153  0  -0.0001  0.0001
Si  9.4813  1.4116  4.1712  -0.0004  0.0002  -0.0005
Si  6.7403  9.5751  4.0649  -0.0006  0.0002  -0.0002
Si  9.4643  6.7542  4.2274  0.0005  -0.0007  0.0001
Si  -0.0145  -0.0122  5.4399  -0.0004  -0.0003  0.0005
Si  2.693  2.7523  5.4306  0.0004  0.0001  0.0002
Si  0.0044  5.4229  5.5033  -0.0004  0  0
Si  2.7231  8.1514  5.4421  -0.0006  0.0002  -0.0001
Si  5.4408  0.0275  5.485  0.0002  -0.0003  0.0002
Si  8.1178  2.7801  5.466  0.0001  -0.0004  0.0001
Si  5.4147  5.4641  5.3864  0.0003  -0.0006  0
Si  8.1082  8.2066  5.4563  0.0002  -0.0003  0.0003
Si  1.3623  1.3533  6.7844  0  -0.0003  -0.0003
Si  4.0816  4.0963  6.7826  -0.0001  -0.0005  -0.0006
Si  1.3739  6.7986  6.8267  0.0001  -0.0003  -0.0003
Si  4.0739  9.5268  6.8027  0  -0.0003  -0.0002
Si  6.812  1.3776  6.8338  -0.0001  0  -0.0003
Si  9.5227  4.0711  6.8365  -0.0001  0.0001  -0.0004
Si  6.7698  6.8078  6.7828  0.0008  -0.0001  -0.0004
Si  9.5184  9.5279  6.8134  0  -0.0004  -0.0005
Si  0.0081  2.6938  8.1587  -0.0002  -0.0003  -0.0002
Si  2.7254  0.0022  8.1556  -0.0003  -0.0003  -0.0001
Si  0.0057  8.1638  8.1708  -0.0001  -0.0004  -0.0004
Si  2.7403  5.4357  8.1731  0  -0.0001  -0.0004
Si  5.4401  2.7364  8.1668  0  -0.0003  -0.0002
Si  8.1837  0.0078  8.1794  0.0002  -0.0004  -0.0003
Si  5.4326  8.1562  8.1527  -0.0002  -0.0004  -0.0001
Si  8.161  5.46  8.1472  -0.0002  -0.0006  0
Si  1.383  4.0482  9.507  0.0002  -0.0002  0.0001
Si  4.1015  1.3465  9.5194  0  -0.0004  -0.0002
Si  1.3881  9.5189  9.5194  0.0001  -0.0006  0
Si  4.1033  6.7939  9.5303  0.0002  -0.0005  -0.0006
Si  6.8274  4.0891  9.5151  0.0002  -0.0004  -0.0003
Si  9.5693  1.3429  9.5355  0.0003  -0.0002  -0.0004
Si  6.8205  9.4936  9.4962  0.0004  -0.0003  0.0001
Si  9.5338  6.7865  9.5193  0.0001  -0.0001  -0.0003
Si  0.0364  -0.029  10.8908  0.0005  0  -0.0002
Si  2.7398  2.696  10.8842  -0.0004  -0.0003  -0.0006
Si  0.0302  5.4157  10.8566  0.0002  -0.0004  -0.0005
Si  2.7588  8.1619  10.8852  0.0002  -0.0002  -0.0003
Si  5.48  -0.037  10.8539  0  -0.0006  -0.0007
Si  8.2153  2.7305  10.86  0.0006  -0.0005  -0.0008
Si  5.4771  5.4422  10.8882  0.0003  -0.0003  -0.0002
Si  8.1669  8.1366  10.8776  -0.0006  -0.0001  -0.0007
Si  1.4093  1.3125  12.2587  0.0002  0.0001  0.0001
Si  4.1213  4.0631  12.2167  -0.0004  -0.0005  0
Si  1.3904  6.7811  12.2042  -0.0002  -0.0004  -0.0002
Si  4.15  9.496  12.258  0.0004  -0.0001  -0.0001
Si  6.8897  1.3072  12.1632  0.0004  -0.0009  0.0001
Si  9.5816  4.0687  12.2499  0.0003  -0.0008  0.0002
Si  6.8246  6.7899  12.2844  0.0004  -0.0005  -0.0004
Si  9.5527  9.478  12.2096  0.0003  0.0006  -0.0009
Si  0.0451  2.6727  13.6011  0.0001  0.0003  0.0007
Si  2.7882  -0.0526  13.6165  0  -0.0004  0.0005
Si  0.0086  8.1122  13.5606  0.0004  -0.0007  0.0007
Si  2.7723  5.4563  13.5629  0.0004  -0.0004  0.0008
Si  5.5177  2.6392  13.4739  -0.0003  -0.0004  0.001
Si  8.2444  -0.0286  13.5669  -0.0003  -0.0002  0.0012
Si  5.4967  8.1654  13.6852  0.0003  -0.0005  0.0014
Si  8.2232  5.4338  13.6135  0.001  -0.0003  0.0003
Si  1.435  4.0349  14.8915  0.0011  0.0013  -0.0031
Si  4.2116  1.3022  14.9058  0.0015  -0.0001  -0.0017
Si  1.3904  9.4553  14.9127  0.0006  -0.0015  -0.0015
Si  4.0949  6.8107  15.0213  -0.0024  -0.0017  0.0004
Si  6.9027  3.944  14.8371  0.0001  -0.0013  -0.0006
Si  9.6386  1.2692  14.9811  -0.0002  -0.0014  -0.0023
Si  6.9187  9.5437  15.0061  0.0002  0.0005  -0.0033
Si  9.5618  6.788  15.0156  0.0007  0.0003  -0.0016
Si  -0.014  -0.2534  16.3523  0.009  0.0044  0.0414
Si  3.0918  2.9222  16.1286  -0.0028  -0.0054  0.0419
Si  0.2424  5.5301  16.226  -0.0042  -0.0071  0.0434
Si  2.3589  7.8596  16.3134  0.003  0.0059  0.0526
Si  5.766  0.2282  16.3293  -0.0092  -0.0088  0.0518
Si  8.0266  2.3906  16.2347  0.0071  0.0062  0.0424
Si  5.3196  5.0966  16.0514  0.0102  0.0071  0.047
Si  8.5618  8.492  16.3352  -0.011  -0.0072  0.0522
Si  1.5749  17.7012  21.6357  0.0018  -0.0177  0.1205
Si  31.1286  -20.57  26.8844  -0.0168  0.0102  0.0915
Si  -5.4301  16.8935  18.763  -0.0131  -0.0225  0.1033
Si  3.6417  1.3327  20.8384  -0.0035  0.0069  0.1296
Si  -5.6536  21.0311  19.2917  -0.0047  0.0041  0.1013
Si  -2.6637  29.0897  24.1149  0.0003  0.0126  0.1131
Si  -1.5942  7.0572  21.4227  0.0115  0.0005  0.114
Si  -25.1842  -2.757  19.2755  0.012  -0.007  0.1065
Si  -28.81  -17.537  25.2613  -0.0002  -0.0089  0.1015
Si  -9.3679  -28.2317  23.3905  -0.0006  -0.0074  0.0986
Si  14.0795  7.9349  19.0974  -0.0082  -0.0199  0.114
Si  -22.6662  -7.3075  18.4053  -0.0033  0.0028  0.1089
Si  3.4286  29.7878  23.6533  0.0151  -0.0035  0.1093
Si  -5.4707  3.9155  20.8615  0.0064  0.0179  0.1077
Si  8.7763  20.3757  25.9038  -0.0028  0.0079  0.1046
Si  36.6923  1.5435  26.4171  0.0072  -0.0065  0.1116
Si  10.7768  32.983  24.6288  -0.0166  -0.0071  0.0944
Si  23.2869  -9.3555  18.4652  0.0109  0.0035  0.103
Si  -0.6616  -16.6113  25.3136  0.0034  0.005  0.1209
Si  -7.2359  -4.2023  26.5712  0.0053  0.0079  0.1144
Si  -0.9419  -29.8333  23.4235  0.0185  -0.0093  0.1067
Si  -13.3637  -50.3473  21.0547  -0.0059  -0.0036  0.1194
Si  27.2652  -26.7183  23.3068  -0.0068  0.0086  0.1115
Si  13.8263  32.8115  23.7409  -0.0105  -0.0008  0.1285
O  -3.013  18.8808  -10.8868  0.0187  0.0063  -0.0792
O  -11.2954  37.9403  -1.6924  -0.0149  0.0007  -0.0946
O  -8.0822  12.7562  -1.1752  0.0159  -0.0135  -0.0542
O  -6.2873  -18.7724  -2.6245  -0.0036  0.0194  -0.0415
O  -15.0583  -1.254  -0.3591  0.0032  -0.0001  -0.0223
O  10.6836  1.2905  -2.6634  0.0197  -0.0082  -0.0608
O  -5.9781  22.2959  -8.3797  0.0155  -0.023  -0.05
O  -8.8788  7.7482  -5.7116  -0.0181  -0.0116  -0.0561
O  9.1903  6.354  -3.6278  -0.013  0.0113  -0.0436
O  24.2505  8.5796  -10.8143  -0.0107  0.0015  -0.0703
O  6.1548  -5.2847  -11.2397  -0.0055  -0.0111  -0.0628
O  36.2431  -20.9193  -3.5695  -0.0165  -0.0215  -0.0791
O  0.7129  -16.3996  -4.1569  0.021  -0.0072  -0.0513
O  8.9844  7.8388  -5.8129  0.0155  -0.008  -0.079
O  -12.9139  3.1985  -6.2997  -0.0269  0.0223  -0.0713
O  4.9574  -27.9425  -9.0481  0.0106  0.0352  -0.0631
O  15.0039  -4.0781  18.4159  0.0069  -0.0039  -0.0425
O  9.6548  -7.1665  24.777  0.0009  -0.0166  -0.0552
O  -14.8485  -26.1662  23.6909  -0.01  -0.0113  -0.0378
O  8.7944  18.8619  20.1923  -0.0274  0.0188  -0.0658
O  -16.6896  11.4927  27.2111  -0.0195  0.0204  -0.0537
O  -10.893  6.8382  21.3445  -0.0047  0.0029  -0.0364
O  -0.9946  -20.5641  23.5865  -0.0051  0.0263  -0.0457
O  -1.1666  9.5579  16.8272  0.0029  0.0015  -0.0239
O  19.3626  -16.1182  21.4776  -0.0015  -0.0107  -0.0436
O  -17.4953  -18.9758  21.0607  0.0006  -0.0042  -0.0368
O  5.11  -0.376  17.7124  0.0095  0.0163  -0.0775
O  21.0498  20.6439  25.0669  0.0151  0.0053  -0.0389
O  -10.0825  -10.6093  17.688  -0.0181  -0.0186  -0.0488
O  -4.1715  -1.3528  19.5643  -0.0033  0.0024  -0.0287
O  22.9415  -1.2456  28.3081  0.0008  -0.0009  -0.0214
O  4.1818  4.0467  16.5981  -0.0035  -0.0038  -0.0252
O  1.9821  5.3005  22.1003  0.0035  0.0263  -0.0556
O  -7.8326  -16.5897  26.3294  0.005  -0.0142  -0.0501
O  22.0808  13.4471  18.7442  -0.0003  -0.0027  -0.0363
O  21.4393  -6.0205  17.6031  0.0137  0.0188  -0.0544
O  -5.812  6.3714  27.3336  -0.0226  0.013  -0.0512
O  -11.8331  33.2963  28.2554  -0.0161  0.0142  -0.0518
O  6.4752  -14.8717  19.6342  -0.0063  0.0009  -0.0384
O  17.8555  14.3825  20.6296  -0.0051  0.0001  -0.0358
O  -7.2831  18.3871  25.1781  -0.0053  0.021  -0.0892
O  8.5367  2.5531  27.2183  0.0175  -0.0159  -0.0445
O  13.1734  18.1738  20.2639  0.0298  0.0222  -0.084
O  1.3523  10.9444  24.0431  0.0223  -0.0003  -0.0395
O  5.4696  4.8643  22.1476  0.0032  -0.0402  -0.0853
O  2.5888  2.228  17.5037  0.0159  0.0155  -0.0559
O  3.1809  -10.0237  22.3199  0.0175  0.0204  -0.0959
O  -6.3264  -3.6973  22.8401  0.0032  -0.003  -0.0383
O  12.1584  -7.0213  28.2455  -0.0021  0.0003  -0.0239
O  2.7541  -3.2546  27.4962  0.0182  -0.0235  -0.0571
O  8.7748  -7.9422  17.5702  -0.0197  -0.0178  -0.0542
O  9.4342  14.9019  19.8328  0.0288  -0.0126  -0.0821
O  -23.7586  -2.2672  27.2878  0.011  0.0113  -0.07
O  14.5376  20.4826  23.641  0.0014  -0.0022  -0.0373
O  -3.0972  -2.261  24.9647  -0.0059  -0.0278  -0.054
O  1.3509  6.6288  16.6879  -0.0024  -0.0022  -0.0246
O  13.2296  12.0961  19.8407  -0.0315  0.001  -0.0706
O  4.1183  -12.7083  19.755  0.0012  -0.0014  -0.038
O  0.5537  -18.5474  22.9211  -0.0002  -0.0004  -0.0357
O  -4.0143  12.2434  16.7865  0.0021  0.0014  -0.0218
O  -8.084  -7.1205  24.1259  -0.0209  0.0046  -0.0509
O  15.876  5.1774  24.6315  0.0212  0.0167  -0.0692
O  19.1876  -10.7655  26.2547  0.0027  -0.0121  -0.0383
O  28.5139  4.2651  28.0706  -0.0011  0.0013  -0.0203

Results
free energy: -118374.958 eV
free energy less fixed offsets of O -570.45, Si -639.56 eV per atom: -2.478 eV

The program warned: the cutoff lies below the one the program advises for these potential files; the forces do not sum to zero within the program's tolerance; empty levels may hold ghost states of the PAW files; the exchange-correlation potential is rough where the density is thin.
